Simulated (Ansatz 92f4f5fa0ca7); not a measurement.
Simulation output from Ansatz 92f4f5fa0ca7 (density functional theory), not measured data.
Periodic cell of 240 atoms, Si148O92, from a study of silicon, its oxide and their interface. The atomic structure is a simulated model.
Doubt: the cutoff is far below the 930 eV that the study's wrapper takes by default for these files, so forces and energies are approximate.
This geometry differs little from another in the collection (a relaxation step or a small displacement).

Settings: functional PBE; potential files Ansatz PAW; basis plane waves; wave-function cutoff 580 eV; density cutoff ratio 5; exchange-correlation grid ratio 1; k mesh 1 x 1 x 1, Gamma-centred; self-consistency stop 5e-08 eV per atom in the density residual; occupations fixed; spin none; net charge 0.

Cell vectors (angstrom)
a, 11.6015, 0, 0
b, 0, 10.938, 0
c, 0, 0, 32.6716

Atoms and the computed forces on them: element, x, y, z (angstrom), force x, y, z (eV/angstrom)
Si, 0.2139, -0.1362, 23.9583, 0.0028, 0.0124, 0.0061
Si, 4.1318, 0.4461, 23.9082, 0.0016, -0.0083, 0.0042
Si, 7.9754, 0.2467, 23.8036, -0.0068, 0.0081, 0.0177
Si, 1.967, 1.4453, 23.8674, -0.0136, -0.0064, 0.005
Si, 6.1136, 1.7848, 23.8822, -0.001, -0.0123, 0.0125
Si, 10.0203, 1.4019, 23.9715, 0.0008, 0.0056, 0.0123
Si, 0.0642, 5.4557, 24.2933, 0.0071, -0.0039, 0.0068
Si, 3.9352, 5.5732, 23.914, 0.0217, -0.0026, 0.0244
Si, 7.8611, 5.8487, 24.0719, 0.0007, 0.004, 0.0103
Si, 1.9305, 6.8413, 24.0478, -0.0226, 0.0054, 0.0113
Si, 5.7815, 7.0278, 24.0943, -0.0011, -0.0144, 0.0161
Si, 9.9138, 6.9901, 24.0438, 0.0109, 0.0101, 0.0047
Si, 2.0244, 2.7142, 25.9055, -0.0034, -0.0021, -0.0162
Si, 5.9505, 2.9145, 25.9327, 0.0152, 0.004, -0.0194
Si, 9.7359, 2.7724, 25.9251, 0.0053, -0.0062, -0.0183
Si, 0.0887, 4.04, 26.1021, -0.0018, 0.0033, -0.017
Si, 3.9251, 4.1456, 25.8407, -0.0165, 0.0002, -0.019
Si, 7.8677, 4.2928, 25.9271, -0.0118, -0.0023, -0.0011
Si, 2.1037, 8.2935, 25.9141, 0.0051, 0.0009, -0.0144
Si, 5.8828, 8.4085, 25.9681, 0.0119, -0.0021, -0.0136
Si, 9.765, 8.3498, 25.9382, 0.0141, 0, -0.0168
Si, 0.1486, 9.5893, 25.9627, -0.0103, -0.0161, -0.0223
Si, 3.9705, 9.8125, 25.8408, -0.0023, -0.0082, -0.0134
Si, 7.8476, 9.7487, 25.7999, -0.0121, -0.0017, -0.0191
Si, 0.0627, 0.05, 27.8531, 0.0039, 0.0082, 0.0093
Si, 3.937, 0.0619, 27.8624, 0.0011, 0.0018, 0.0001
Si, 7.7774, 0.0379, 27.8267, 0.0026, 0.0091, 0.005
Si, 2.003, 1.3841, 27.8534, -0.0046, -0.008, -0.002
Si, 5.8684, 1.4324, 27.8119, -0.0005, -0.0084, 0.0008
Si, 9.7037, 1.3824, 27.8388, -0.0041, -0.004, -0.0038
Si, 0.0763, 5.5401, 27.8932, -0.0061, -0.0012, 0.0028
Si, 3.9398, 5.4878, 27.8132, -0.0031, 0.015, 0.004
Si, 7.8084, 5.5513, 27.8907, 0.0047, 0.0041, -0.0019
Si, 2.0368, 6.876, 27.8285, 0.0055, -0.0112, -0.0003
Si, 5.8587, 6.8991, 27.8243, 0.0012, -0.0022, -0.0054
Si, 9.7338, 6.8963, 27.8289, 0.0011, -0.0117, 0.0004
Si, 1.9336, 2.7345, 29.7723, 0.0359, 0.1759, 0.001
Si, 5.8008, 2.7345, 29.7723, 0.055, 0.1533, 0.0104
Si, 9.6679, 2.7345, 29.7723, 0.035, 0.1089, -0.0637
Si, 0, 4.1018, 29.7723, 0.0761, 0.1941, 0.2018
Si, 3.8672, 4.1018, 29.7723, 0.1127, 0.0756, -0.1462
Si, 7.7343, 4.1018, 29.7723, 0.0177, 0.1277, 0.0919
Si, 1.9336, 8.2035, 29.7723, 0.0952, 0.1119, -0.0065
Si, 5.8008, 8.2035, 29.7723, -0.0005, 0.0957, 0.1681
Si, 9.6679, 8.2035, 29.7723, 0.0962, 0.1938, 0.0662
Si, 0, 9.5708, 29.7723, 0.0126, 0.0795, -0.0387
Si, 3.8672, 9.5708, 29.7723, 0.1181, 0.0652, -0.0319
Si, 7.7343, 9.5708, 29.7723, -0.011, 0.062, -0.2074
Si, 0, 0, 31.7059, 0.0231, 0.0603, -0.0348
Si, 3.8672, 0, 31.7059, 0.0063, 0.0761, -0.0189
Si, 7.7343, 0, 31.7059, -0.0148, 0.0335, -0.0757
Si, 1.9336, 1.3673, 31.7059, -0.0042, -0.0197, 0.0294
Si, 5.8008, 1.3673, 31.7059, 0.0079, -0.0778, 0.0241
Si, 9.6679, 1.3673, 31.7059, -0.0043, -0.0337, 0.0399
Si, 0, 5.469, 31.7059, 0.0032, -0.047, 0.0022
Si, 3.8672, 5.469, 31.7059, 0.0005, 0.1142, -0.0049
Si, 7.7343, 5.469, 31.7059, 0.0024, 0.0302, 0.0051
Si, 1.9336, 6.8362, 31.7059, -0.0016, -0.0369, 0.0096
Si, 5.8008, 6.8362, 31.7059, 0.0094, -0.0583, 0.028
Si, 9.6679, 6.8362, 31.7059, -0.0096, -0.0347, 0.0196
Si, 1.9336, 2.7345, 0.9679, 0.0037, -0.093, -0.006
Si, 5.8008, 2.7345, 0.9679, -0.1217, -0.032, 0.023
Si, 9.6679, 2.7345, 0.9679, -0.0001, -0.0603, 0.0027
Si, 0, 4.1018, 0.9679, -0.079, -0.0855, -0.0883
Si, 3.8672, 4.1018, 0.9679, -0.024, -0.1329, 0.0144
Si, 7.7343, 4.1018, 0.9679, -0.0885, -0.1177, 0.0967
Si, 1.9336, 8.2035, 0.9679, -0.0218, -0.1351, 0.0682
Si, 5.8008, 8.2035, 0.9679, -0.1025, -0.1756, 0.1649
Si, 9.6679, 8.2035, 0.9679, -0.0626, -0.1638, -0.0256
Si, 0, 9.5708, 0.9679, -0.0981, -0.154, 0.0709
Si, 3.8672, 9.5708, 0.9679, 0.0105, -0.1674, 0.0478
Si, 7.7343, 9.5708, 0.9679, -0.0138, -0.1727, -0.1901
Si, -0.0485, -0.0399, 2.9179, 0.0023, 0.0146, -0.0006
Si, 3.8209, -0.0688, 2.9354, -0.0017, 0.0084, -0.0068
Si, 7.667, 0.0031, 2.8541, -0.0086, 0.0046, 0.0045
Si, 1.8892, 1.2862, 2.8557, -0.0014, -0.0072, 0
Si, 5.7392, 1.3287, 2.89, 0.0067, -0.014, -0.0063
Si, 9.6155, 1.3366, 2.8911, 0.0013, -0.0069, -0.0075
Si, -0.064, 5.4248, 2.9034, -0.0092, 0.0052, -0.0025
Si, 3.8004, 5.3996, 2.9406, -0.0009, 0.0074, -0.0088
Si, 7.6569, 5.4153, 2.9319, -0.0047, 0.0063, -0.0053
Si, 1.8761, 6.7732, 2.8843, -0.0009, -0.008, -0.0056
Si, 5.7256, 6.788, 2.9195, 0.0015, -0.0054, 0.0014
Si, 9.587, 6.7775, 2.8804, 0.0091, -0.001, -0.0082
Si, 1.8225, 2.5321, 4.8273, -0.0042, 0.0059, 0.0116
Si, 5.7334, 2.6125, 4.8672, 0.0038, 0.0044, 0.0185
Si, 9.5675, 2.6433, 4.8523, 0.007, 0.0003, 0.0163
Si, -0.0544, 3.9686, 4.7759, 0.008, 0.0014, 0.0118
Si, 3.77, 3.8833, 4.8077, 0.0042, -0.0016, 0.0187
Si, 7.6316, 4.0631, 4.9033, -0.0075, -0.0039, 0.0083
Si, 1.8433, 8.0332, 4.8678, 0.0064, 0.0099, 0.0137
Si, 5.707, 8.0986, 4.8923, -0.0041, 0.008, 0.0077
Si, 9.5354, 8.2346, 4.727, 0.0075, 0.0023, 0.0188
Si, -0.0808, 9.4453, 4.8067, -0.017, -0.0084, 0.0178
Si, 3.7517, 9.4614, 4.875, 0.0008, -0.0088, 0.0204
Si, 7.5793, 9.5534, 4.7395, 0.005, 0.001, 0.012
Si, -0.2482, -0.323, 6.8452, -0.0078, -0.0035, -0.0227
Si, 3.649, -0.1429, 6.8617, -0.0092, -0.004, -0.0078
Si, 7.4792, -0.1104, 6.7132, -0.007, -0.0031, -0.0193
Si, 1.6169, 1.0955, 6.748, 0.0059, 0.0099, -0.0115
Si, 5.559, 1.2697, 6.8518, 0.0077, -0.0002, -0.0178
Si, 9.4772, 1.18, 6.7724, 0.0082, -0.0077, -0.0126
Si, -0.1635, 5.3817, 6.6509, -0.0247, -0.0044, -0.0112
Si, 3.8259, 5.147, 6.7616, -0.0072, 0.0046, -0.0163
Si, 7.7182, 5.4946, 6.8571, 0.0047, -0.0006, -0.0106
Si, 1.9288, 6.5635, 6.8038, 0.0208, 0.0064, -0.0109
Si, 5.5969, 6.6884, 6.872, -0.0097, -0.0022, -0.0105
Si, 9.6215, 6.8533, 6.5901, 0.0076, 0.011, -0.0156
O, 7.3803, 9.5418, 7.8216, 0.0035, -0.0085, 0.0195
O, 3.9061, 4.3511, 8.2461, 0.0052, -0.0207, 0.0145
O, -0.2055, 9.628, 8.2163, -0.0123, -0.0271, 0.0165
O, 9.8429, 7.4807, 8.1217, 0.004, 0.0117, 0.0089
O, 5.506, 2.2386, 8.2174, -0.027, 0.0284, 0.0213
O, 1.2353, 2.1214, 8.0144, 0.0071, -0.0036, 0.0157
O, 5.006, 7.5364, 8.2018, -0.0128, 0.0055, 0.0038
O, 2.2645, 7.5423, 8.1213, 0.0161, 0.0072, 0.001
O, 9.4671, 2.1914, 8.0902, 0.003, 0.0134, 0.0095
O, 3.6657, 9.8319, 8.2348, 0.0031, -0.0129, 0.0039
O, 8.1615, 4.5358, 8.1673, 0.0224, -0.0194, 0.0092
O, 10.8953, 4.4661, 7.938, -0.0095, -0.012, 0.008
O, 1.5175, 7.6505, 22.6378, -0.0096, 0.0107, -0.0104
O, 6.2424, 2.9105, 22.6344, 0.0172, 0.045, -0.028
O, 8.0354, 4.9197, 22.7212, -0.0053, -0.0079, 0.0003
O, 10.4385, 2.2929, 22.6162, 0.012, 0.0088, -0.0095
O, 4.4061, 10.4802, 22.5595, 0.0356, -0.0406, -0.015
O, 1.5274, 2.425, 22.5671, -0.0189, 0.0151, -0.0114
O, 4.118, 4.7973, 22.4398, -0.0043, -0.0021, -0.0235
O, 0.0424, 4.6465, 22.8459, -0.0034, 0.0067, 0.0005
O, 5.5117, 8.0299, 22.8015, -0.0356, 0.0553, -0.0379
O, 0.1852, 9.9393, 22.5091, -0.0016, -0.0094, -0.0034
O, 10.3826, 7.7061, 22.5901, 0.0195, 0.0066, -0.0121
O, 8.1317, 10.2802, 22.3947, -0.0137, -0.0074, -0.0397
Si, 3.7908, 4.9572, 20.8472, -0.0017, 0.0009, 0.0122
Si, 5.0561, 5.6093, 16.4539, -0.0005, 0.0018, 0.0004
Si, 3.4028, 8.7233, 11.8622, -0.0013, -0.0043, -0.0024
Si, 4.4613, 3.0986, 9.1414, -0.0036, -0.0218, -0.0024
Si, 0.178, 8.3702, 22.0077, -0.0071, -0.0047, 0.0039
Si, 1.3359, 0.2665, 11.8898, 0.0015, -0.0008, 0.008
Si, 3.4035, 1.6804, 13.582, -0.006, -0.0045, -0.0002
Si, 3.6188, -2.6744, 8.7177, -0.0019, 0.0055, -0.0066
Si, 4.9713, 9.1793, 21.7966, 0.027, 0.0253, 0.0059
Si, 9.5558, 3.7501, 8.5559, -0.0134, 0.0093, -0.0107
Si, 20.5071, 9.689, 18.2578, -0.0061, -0.0042, -0.0005
Si, 0.6761, 8.7544, 16.1267, -0.0004, 0.001, -0.0011
Si, -1.3101, 12.2692, 12.5667, -0.0032, -0.0046, 0.014
Si, 15.4948, 18.6757, 19.6143, -0.0042, 0.0019, -0.0045
Si, -14.8315, 1.8445, 15.0522, 0.0185, 0.0024, 0.013
Si, 7.6353, 10.219, 20.8366, -0.0373, -0.0082, -0.0238
Si, 6.4664, -1.8146, 11.9817, 0.0013, -0.0031, 0.0039
Si, 13.0452, 2.581, 17.2737, -0.0042, 0.0049, 0.0037
Si, 10.4811, 8.5968, 9.1186, -0.0061, 0.0197, -0.0015
Si, 1.7976, 17.9712, 13.8188, -0.0004, 0.0036, 0.0057
Si, 2.5743, 15.2062, 15.1142, 0.0035, 0.0001, 0.0015
Si, 1.6, 13.0511, 9.5994, 0.0181, 0.011, -0.007
Si, 22.6456, 6.9777, 11.7322, 0.0047, 0.0017, 0.0079
Si, 7.9643, 13.0934, 19.6826, -0.0076, -0.0116, 0.0054
Si, 5.6341, 2.8611, 11.9503, 0.0008, 0.0028, 0.0088
Si, 1.0406, 4.4836, 19.6698, 0.0001, -0.0055, -0.001
Si, 11.1045, 3.8399, 11.0816, -0.0012, 0.0082, 0.0059
Si, 11.7192, 14.1281, 22.1385, 0.0049, -0.0166, 0.004
Si, 7.6592, 9.6836, 9.4188, 0.0053, -0.0121, -0.0089
Si, 7.191, 10.3999, 16.0837, -0.0035, -0.0022, -0.0018
Si, 10.1273, 12.282, 17.6606, -0.0209, 0.0039, 0.0105
Si, 19.9351, 7.0022, 13.3183, -0.0023, 0.0029, 0.0041
Si, 7.7458, 0.789, 11.2887, -0.0067, -0.0038, 0.0059
Si, 4.7502, 8.6827, 16.9332, -0.0009, -0.0018, -0.0037
Si, 7.2406, 3.9071, 21.7673, -0.0018, -0.0226, 0.0037
Si, 14.2935, 10.9798, 16.1554, -0.001, -0.0025, -0.0059
Si, 5.8539, 4.1794, 19.2125, 0.0002, 0.0065, -0.0092
Si, 20.8999, 8.4364, 15.7532, 0.0005, -0.002, -0.0002
Si, 0.8366, -3.5026, 19.0372, -0.0077, 0.0118, 0.0007
Si, -4.6906, 4.5131, 14.1144, -0.0063, 0.0047, 0.0063
O, -3.781, -7.6132, 14.7364, 0.0054, -0.0144, -0.0024
O, 13.3514, 3.5893, 18.5097, -0.0073, -0.0072, -0.0069
O, 9.7542, 3.7461, 10.1661, 0.0131, -0.0013, 0.0075
O, 12.0191, 8.1958, 17.6508, -0.001, 0.0041, -0.0069
O, 17.7896, 16.2528, 15.3271, 0.0017, -0.002, -0.0063
O, 9.534, 7.2905, 12.2608, -0.004, -0.0043, -0.0062
O, 0.3416, 5.8549, 19.0688, -0.0043, -0.0042, 0.0023
O, 13.7026, 1.478, 12.6468, 0.0158, 0.0035, -0.0016
O, 10.1878, 10.6591, 17.9189, 0.0017, 0.0319, -0.0055
O, 7.3685, 11.6904, 20.2203, 0.0148, -0.0266, 0.0093
O, 16.2296, 18.1202, 16.3048, -0.0006, 0.0018, -0.0004
O, 10.8392, -2.2193, 15.3886, -0.0013, -0.0022, -0.0039
O, 12.9724, 3.51, 15.9241, -0.0031, 0.0003, -0.0015
O, 9.3569, 11.884, 11.2952, 0.0081, 0.0045, -0.003
O, 4.3926, -7.1663, 19.8688, 0.0012, -0.005, -0.0048
O, 13.8111, 9.8388, 11.9919, 0.003, -0.0005, -0.0091
O, -2.8092, -3.7722, 14.8866, 0.0011, -0.0004, -0.002
O, 3.7139, 8.7556, 20.8623, 0.01, -0.0005, -0.0048
O, 18.7006, 13.1506, 11.6801, -0.0004, 0.0039, -0.0072
O, 4.4269, 6.3454, 20.2546, -0.0046, 0.0039, 0.0003
O, 2.1797, 4.9905, 20.7159, -0.0042, -0.0012, -0.0037
O, 8.7071, 9.433, 19.8586, -0.0259, 0.0273, 0.0155
O, 1.6876, 7.802, 15.2599, -0.0015, 0.0017, -0.0013
O, 10.9025, 2.8433, 12.3674, -0.0012, -0.0068, -0.0001
O, 11.2838, 7.8637, 10.3574, 0.0034, -0.0103, 0.0062
O, 9.3699, 12.963, 18.9161, 0.0098, -0.0283, -0.0332
O, 7.8915, 5.4513, 13.2217, -0.0005, 0.0017, -0.01
O, 18.8255, -0.3971, 12.3007, 0.0004, 0.0016, -0.0048
O, 6.7293, 8.7459, 10.3905, -0.0057, -0.0007, 0.0057
O, 11.4727, 11.125, 12.623, -0.0084, 0.0048, -0.0064
O, 5.911, 9.4206, 16.0637, 0.0035, 0.005, -0.0002
O, 7.3292, 0.3169, 9.7773, 0.003, 0.0099, 0.0038
O, 5.1561, 3.5582, 10.5479, -0.0035, -0.0072, -0.0035
O, -2.275, 1.8327, 16.3505, -0.0111, -0.0004, -0.0001
O, 6.7829, 2.8912, 18.7912, 0.0123, -0.0123, 0.0111
O, 7.0701, 7.9686, 12.953, 0.0057, -0.0049, -0.0036
O, 0.2585, 8.2213, 20.3686, 0.0036, -0.0084, -0.0177
O, 7.6009, -0.4229, 17.6725, -0.0028, 0.0035, -0.0026
O, 9.2241, 9.4028, 9.7695, 0.0088, -0.0008, -0.0149
O, 1.1322, 11.6562, 10.325, 0.0026, -0.0023, 0.0006
O, 14.1678, 12.3245, 17.0981, -0.0065, 0.0027, 0.0039
O, 3.3259, 14.1039, 14.2036, -0.0032, 0.0036, -0.0025
O, 16.4731, 9.3143, 12.2567, 0.0027, 0.004, -0.0085
O, 5.6712, 16.1026, 17.9164, -0.0021, 0.0026, -0.0053
O, 4.6966, 12.605, 12.5793, -0.0066, 0.0007, -0.0014
O, 9.3252, 12.2235, 13.8637, -0.0004, 0.0123, 0.0075
O, 3.4852, 8.1684, 10.3338, -0.0003, 0.0029, 0.0163
O, 2.4578, 7.4689, 18.9344, 0.0027, -0.0008, 0.0036
O, 3.6735, 4.7898, 16.2002, -0.002, -0.0013, -0.0015
O, 3.526, 9.7556, 16.8369, -0.003, 0.002, 0.0015
O, 1.2049, 10.3054, 16.0003, 0.0007, 0.0008, -0.0014
O, 3.2236, 2.1699, 9.6611, -0.0021, 0.0196, -0.0192
O, 13.5765, 16.3835, 14.1626, -0.0006, -0.0001, -0.0043
O, 8.3469, 3.0056, 21.009, -0.022, -0.0097, -0.0142
O, 7.0344, -10.0177, 15.3706, 0.0023, 0.0013, -0.0033
O, -3.1746, 20.661, 15.2636, -0.0033, -0.0003, -0.0012
O, 5.7672, 4.0106, 13.0806, 0.0034, 0.0035, -0.003
O, 0.8678, 3.3895, 10.2941, -0.0013, -0.0013, -0.0086
O, 6.2067, 9.4713, 20.7887, 0.0283, 0.0111, 0.0346
O, 6.5768, 4.8133, 20.5633, 0.0009, -0.0049, 0.0024
O, 11.2909, 5.3898, 11.4978, 0.0011, 0.0084, -0.0115
O, 9.0626, 19.2322, 17.3895, 0.0008, -0.0029, -0.003
O, 4.9416, 8.3749, 18.529, -0.0021, 0.0042, -0.0078
O, 3.3994, 11.4503, 14.7433, -0.0048, 0.0017, -0.0038
O, 3.0839, 7.5351, 12.9396, -0.004, -0.0031, -0.0029
O, 11.632, 12.8094, 17.5526, 0.0036, 0.0081, 0.0077
O, 0.4852, -3.5665, 12.9154, 0.004, -0.0008, -0.0043
O, 11.6512, 14.4369, 20.5302, 0.0061, 0.0108, -0.0132

Results
free energy: -146404.499 eV
free energy less fixed offsets of O -568.88, Si -635.61 eV per atom: 2.741 eV

The program warned: the cutoff lies below the one the program advises for these potential files; the forces do not sum to zero within the program's tolerance; the exchange-correlation potential is rough where the density is thin.
